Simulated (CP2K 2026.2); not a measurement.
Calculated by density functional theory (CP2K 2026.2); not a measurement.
Periodic cell of 508 atoms, Si360O148, from a study of silicon, its oxide and their interface. The atomic structure is a simulated model.
Doubt: the forces sum to 3.61 eV/angstrom along one axis rather than to zero, so they err by at least 0.0071 eV/angstrom per atom on average; the grid cutoff is modest.

Settings
functional: PBE
method: Gaussian and plane waves
basis set: DZVP-MOLOPT-SR-GTH
pseudopotentials: GTH-PBE
grid cutoff: 300 Ry, relative cutoff 40 Ry
k points: Gamma only
occupations: fixed
spin: none
net charge: 0

Cell vectors (angstrom)
a 16.32 0 0
b 0 16.32 0
c -8.0313 -7.1247 34.4792

Atoms and the computed forces on them: element, x, y, z (angstrom), force x, y, z (eV/angstrom)
Si -1.442 -1.245 1.381 0.108 -0.088 0.724
Si 1.945 0.877 1.274 0.089 -0.135 0.603
Si -1.715 4.685 1.425 0.073 -0.21 0.65
Si 1.444 6.837 1.557 0.081 0.189 0.609
Si -1.833 -6.192 1.477 0.017 0.027 -0.018
Si 1.618 -4.3 1.342 0.016 -0.046 -0.035
Si 3.51 -0.993 1.291 -0.018 0.233 0.561
Si 6.141 1.999 1.378 0.005 0.07 0.051
Si 4.508 3.762 1.517 0 0.065 -0.026
Si 7.145 6.48 1.873 -0.003 0.033 -0.012
Si 4.559 9.382 1.36 0.058 0.006 -0.008
Si -8.687 -4.501 1.568 0.291 -0.149 0.547
Si -5.726 -0.327 0.547 -0.05 -0.235 0.614
Si -3.201 1.307 0.531 0.084 0.369 0.574
Si -7.56 4.725 1.594 0.057 -0.062 0.025
Si -4.041 6.832 1.567 -0.158 0.073 0.694
Si -7.051 -6.408 1.572 0.032 -0.027 -0.143
Si -3.613 -4.466 1.508 0.193 -0.213 0.465
Si 0.121 0.007 2.585 0.023 0.04 0.004
Si 2.756 2.666 2.643 -0.044 0.005 -0.059
Si -0.054 5.583 2.822 0.009 -0.008 -0.006
Si 2.903 8.25 2.733 0.016 0.017 0.014
Si 0.029 -5.399 2.724 -0.021 -0.05 0
Si 2.733 -2.728 2.689 0.01 0.023 -0.024
Si 5.324 0.045 2.503 -0.021 -0.073 -0.074
Si -8.381 2.807 2.715 0.028 0 -0.022
Si 5.454 5.356 3.002 -0.031 -0.045 0.042
Si -8.077 8.243 2.939 0.039 0.03 0.012
Si 5.724 10.896 2.758 0.033 0.066 0.04
Si -7.829 -2.566 2.846 0.033 0.068 -0.019
Si -6.098 -0.731 2.788 0.027 -0.072 -0.004
Si -2.701 2.75 2.412 0.038 -0.026 -0.059
Si -5.597 5.496 2.719 0.028 0.008 -0.047
Si -2.719 8.328 2.781 0.001 -0.053 -0.05
Si -5.36 -5.39 2.839 -0.059 0 -0.019
Si -2.694 -2.709 2.754 0.02 0.065 -0.004
Si -1.333 1.409 3.869 -0.029 -0.008 0.009
Si 1.325 4.048 3.979 0.012 0.007 0.041
Si -1.385 6.933 4.152 0.005 0.024 0.037
Si 1.393 9.529 4.055 -0.029 -0.041 -0.009
Si -1.285 -4.01 4.129 0.038 -0.001 -0.039
Si 1.341 -1.392 4.066 0.025 -0.006 -0.024
Si 4.059 1.316 4.082 -0.028 -0.015 -0.018
Si 6.779 4.021 4.345 0 0.014 -0.054
Si 4.061 6.804 4.17 0.015 0.032 0.03
Si 6.819 9.505 4.267 0.033 -0.002 0.019
Si 4.185 12.253 3.989 -0.013 -0.012 0.007
Si -9.562 -1.339 3.923 0.019 0.028 -0.015
Si -6.95 1.26 3.893 0.038 -0.011 -0.049
Si -4.181 3.979 3.887 -0.022 0.037 -0.024
Si -6.728 6.863 4.247 -0.026 -0.035 -0.031
Si -4.08 -6.768 4.219 0.015 -0.015 0.017
Si -6.707 -4.064 4.251 0.012 -0.002 0.031
Si -4.192 -1.445 4.053 -0.023 0.046 -0.07
Si -2.751 0.032 5.259 -0.011 0.006 -0.012
Si -0.026 2.704 5.355 -0.02 -0.019 0.01
Si -2.797 5.41 5.318 -0.009 -0.03 -0.031
Si 0.044 8.205 5.488 0.012 -0.021 0.02
Si -2.67 -5.386 5.481 0.024 -0.001 -0.013
Si 0.015 -2.675 5.503 -0.024 0.041 0.021
Si 2.703 -0.033 5.424 -0.024 -0.018 0.022
Si 5.377 2.637 5.549 -0.006 -0.031 -0.012
Si 2.666 5.396 5.42 -0.033 0.004 0.004
Si 5.431 8.132 5.544 -0.03 -0.025 -0.017
Si 2.76 10.924 5.378 0.007 -0.032 -0.021
Si 5.463 -2.689 5.379 0.027 0.002 0.017
Si -8.263 0.006 5.386 -0.023 -0.016 0.032
Si -5.51 2.621 5.285 -0.006 -0.006 0.003
Si -8.135 5.463 5.537 -0.01 0.029 0.003
Si -5.382 8.179 5.596 -0.013 0.028 0.015
Si -8.114 -5.439 5.544 0.023 -0.016 0.008
Si -5.38 -2.736 5.601 -0.037 0.054 0.002
Si -1.41 -1.296 6.746 -0.012 0.006 -0.01
Si 1.328 1.351 6.751 0.004 0.025 0.021
Si -1.392 4.082 6.703 0.014 0.012 -0.014
Si 1.353 6.779 6.808 0.004 -0.034 0.004
Si -1.324 9.556 6.831 -0.004 0.009 0.02
Si 1.402 12.257 6.794 0.01 -0.003 -0.012
Si 4.083 -1.374 6.779 0.009 0.011 0.011
Si 6.775 1.31 6.856 -0.031 -0.002 0.021
Si 4.025 4.065 6.821 -0.022 -0.002 0.011
Si 6.805 6.793 6.888 0.014 -0.004 0.02
Si 4.059 9.545 6.81 -0.001 0.008 -0.016
Si -9.514 12.282 6.8 0.032 0.02 -0.004
Si -6.841 -1.327 6.781 0.001 0.009 -0.044
Si -4.099 1.348 6.692 0.006 -0.009 -0.003
Si -6.768 4.024 6.769 -0.008 -0.016 -0.017
Si -4.043 6.74 6.833 0.013 -0.001 -0.003
Si -6.776 -6.793 6.907 -0.021 0.006 0.016
Si -4.017 -4.082 6.907 0.013 -0.05 0.007
Si -0.031 0.019 8.133 -0.008 0 0
Si 2.668 2.703 8.156 -0.004 0 0.02
Si -0.037 5.419 8.125 0 0.013 -0.005
Si 2.716 8.157 8.161 -0.008 -0.004 -0.014
Si 0.038 10.908 8.174 -0.02 -0.002 0.001
Si 2.738 -2.716 8.166 0.007 0.015 -0.001
Si 5.415 -0.037 8.189 0.007 -0.018 0.01
Si 8.164 2.704 8.152 0.008 0.016 -0.008
Si 5.414 5.417 8.182 0.017 0.003 0.018
Si -8.158 8.164 8.229 0.009 -0.007 0.013
Si -10.88 10.902 8.156 -0.001 0.011 -0.015
Si -8.161 -2.697 8.172 -0.014 -0.011 0.003
Si -5.445 0.016 8.117 0.009 0.022 0.002
Si -2.739 2.712 8.081 -0.02 0.021 -0.004
Si -5.43 5.39 8.164 -0.007 0.002 0
Si -2.683 8.144 8.16 0.005 -0.011 0.003
Si -5.408 -5.437 8.234 0.002 -0.015 0.009
Si -2.685 -2.67 8.191 0.001 0.002 0.009
Si -1.362 1.357 14.93 0.022 -0.018 -0.017
Si 1.358 4.127 14.951 -0.012 0.021 -0.011
Si -1.332 6.831 14.998 -0.005 0.002 0.008
Si 1.364 9.537 15 -0.012 0.005 0.011
Si -1.353 -4.112 14.953 0.006 -0.009 -0.011
Si 1.376 -1.391 14.953 0.002 -0.004 -0.014
Si 4.104 1.336 14.915 0.007 0.006 -0.027
Si 6.795 4.068 14.908 0.006 0.001 -0.01
Si 4.073 6.817 14.968 0.007 -0.012 0.001
Si -9.544 9.537 15.002 -0.004 0.023 0.001
Si 4.064 -4.082 15.027 -0.009 0.011 -0.002
Si 6.772 -1.372 15.001 0.006 0 0.011
Si -6.834 1.34 14.942 0.002 0.009 0.003
Si -4.08 4.091 14.955 -0.002 0.005 0.006
Si -6.769 6.807 14.944 0.025 -0.019 -0.005
Si -4.052 9.516 14.961 -0.002 -0.015 -0.001
Si -6.823 -4.077 14.942 -0.015 0.011 -0.01
Si -4.106 -1.394 14.927 -0.001 -0.006 -0.008
Si -2.741 -0.025 16.244 0.019 0.008 -0.01
Si 0.005 2.733 16.261 -0.024 0.022 -0.022
Si -2.702 5.448 16.318 -0.011 -0.013 0.022
Si 0.027 8.196 16.396 -0.012 0.002 0.008
Si -2.692 -5.466 16.348 0.014 0.025 -0.002
Si 0.016 -2.765 16.3 -0.013 -0.003 -0.007
Si 2.785 -0.047 16.275 -0.011 -0.013 -0.003
Si 5.471 2.68 16.269 0.006 0.018 -0.011
Si 2.7 5.494 16.343 -0.024 -0.007 -0.009
Si 5.384 8.193 16.359 -0.01 -0.02 0.006
Si 2.69 10.892 16.407 -0.009 -0.008 0.001
Si 5.412 -2.722 16.401 -0.007 0.008 0.027
Si -8.192 0.006 16.348 -0.013 0.006 0.011
Si -5.463 2.706 16.264 -0.007 0.01 -0.004
Si -8.166 5.442 16.241 -0.007 0.007 -0.013
Si -5.409 8.166 16.322 -0.015 -0.015 -0.001
Si -8.165 -5.411 16.338 0.007 -0.015 0.002
Si -5.466 -2.744 16.307 0.013 0.005 -0.005
Si -1.405 -1.424 17.565 0.01 -0.004 0.004
Si 1.407 1.344 17.514 0.023 0.004 -0.008
Si -1.341 4.066 17.658 0.041 0.023 -0.034
Si 1.379 6.859 17.802 0.038 -0.032 0.019
Si -1.293 -6.739 17.785 0.014 -0.015 0.026
Si 1.365 -4.026 17.781 0.032 0.015 -0.007
Si 4.083 -1.33 17.795 0.013 -0.012 -0.011
Si -9.567 1.344 17.749 0.018 -0.004 0.002
Si 4.104 4.062 17.549 0 0.013 -0.014
Si -9.461 6.856 17.591 0.009 -0.02 0.032
Si 3.968 9.486 17.801 -0.044 0.03 0.002
Si -9.555 -4.112 17.741 0.003 0.019 0.026
Si -6.801 -1.355 17.665 -0.026 -0.014 0.016
Si -4.079 1.352 17.588 -0.022 -0.005 -0.006
Si -6.876 4.027 17.593 0.024 -0.021 0.019
Si -4.043 6.812 17.693 0.036 -0.002 0.018
Si -6.759 9.561 17.659 0 0.05 -0.013
Si -4.126 -4.14 17.652 -0.04 -0.029 0.008
Si 0.012 -0.028 18.759 -0.008 0.014 -0.007
Si 2.801 2.643 18.871 0.026 0.054 -0.005
Si 0.049 5.376 19.04 -0.067 -0.046 -0.055
Si 2.612 8.227 19.356 -0.065 0.042 0.072
Si 0.012 -5.31 19.222 -0.085 0.006 0.03
Si 2.699 -2.649 19.183 -0.008 0.013 -0.011
Si 5.435 0.012 19.225 -0.01 -0.026 0.024
Si -8.19 2.713 19.074 0.023 0.031 0
Si 5.48 5.451 18.816 0.003 -0.042 0.006
Si -8.126 8.234 18.982 0.004 -0.023 0.014
Si 5.377 10.809 19.103 0.007 0.002 -0.014
Si -8.176 -2.692 19.028 -0.002 -0.016 -0.027
Si -5.426 0.045 18.981 0.011 -0.004 -0.014
Si -2.735 2.691 18.957 0.029 0.006 -0.009
Si -5.521 5.396 18.88 0.021 0.053 -0.015
Si -2.626 -8.171 19.089 0.017 -0.017 0.031
Si -5.402 -5.495 19.114 -0.003 -0.057 -0.008
Si -2.803 -2.743 18.936 -0.015 -0.014 -0.035
Si -1.293 1.273 20.141 -0.044 0 -0.011
Si 1.48 3.958 20.232 -0.023 0.029 0.029
Si -1.347 6.635 20.413 0.027 0.076 0.011
Si 1.261 -6.495 20.877 0.047 0.012 0.08
Si -1.505 -3.945 20.449 0.049 -0.021 0.006
Si 1.207 -1.199 20.37 -0.012 0.003 0.05
Si 2.107 0.565 21.708 -0.041 0.055 -0.033
Si -9.562 4.179 20.309 -0.031 0.034 0.026
Si 4.188 6.689 20.302 0.006 -0.012 -0.008
Si -9.566 9.418 20.45 0.01 -0.03 0.004
Si 4.137 -4.042 20.474 0.008 0.043 0.029
Si 6.895 -1.342 20.54 0.034 0.006 0.068
Si -6.775 1.35 20.396 -0.042 -0.021 0.074
Si -4.222 4 20.209 -0.032 -0.008 0.032
Si -6.8 6.786 20.253 0.049 0.007 -0.037
Si -3.99 -6.874 20.499 -0.039 0.079 0.011
Si -6.834 -4.083 20.357 -0.003 0.001 0.011
Si -4.07 -1.341 20.294 -0.062 0.024 0.015
Si -2.345 -0.323 21.518 0.076 -0.003 0.086
Si 0.352 2.317 21.438 0.036 -0.047 0.062
Si -2.977 5.424 21.495 -0.031 -0.039 -0.636
Si -0.613 -6.74 22.56 -0.06 0.029 -0.076
Si -2.576 -5.531 21.868 -0.148 -0.04 0.106
Si -0.641 -2.07 21.61 -0.016 0.048 0.027
Si 4.008 1.433 20.518 -0.001 0.02 0.123
Si 5.04 3.267 21.663 -0.115 0.088 -0.582
Si 3.268 4.871 21.45 0.036 -0.069 0.033
Si 5.898 7.54 21.706 0.267 -0.143 -0.474
Si 2.695 -4.98 22.054 0.011 -0.347 -0.613
Si 5.753 -2.968 21.781 -0.043 0.185 -0.657
Si -7.741 -0.244 21.825 -0.269 0.098 -0.706
Si -5.512 2.794 21.718 -0.349 0.302 -0.382
Si -8.466 5.83 21.59 -0.002 -0.015 -0.034
Si -5.124 -8.625 21.647 0.015 0.175 -0.672
Si -8.429 -5.244 21.649 0.131 -0.014 -0.688
Si -5.608 -2.529 21.611 0.059 -0.081 -0.699
Si -5.57 2.953 27.116 0.119 -0.027 -0.037
Si -6.581 0.243 26.96 0.068 0.107 -0.121
Si 2.385 5.927 23.288 0.353 -0.212 0.209
Si -0.402 7.29 22.484 -0.088 0.205 -0.441
Si 2.142 5.333 -5.433 0.123 -0.087 -0.149
Si -10.128 5.986 25.913 0.03 0 -0.052
Si -10.183 -2.824 27.019 0.11 -0.042 -0.087
Si 2.25 -0.217 23.947 0.17 0.341 -0.586
Si 4.611 -5.154 -5.539 0.11 -0.052 0.01
Si -3.277 -7.091 26.767 0.096 -0.003 -0.02
Si 0.672 -2.83 23.346 -0.445 0.196 -0.474
Si -2.75 2.603 -2.354 -0.112 -0.079 0.183
Si 5.054 -5.629 27.434 -0.068 -0.049 -0.053
Si -3.87 -6.747 -2.211 -0.049 -0.076 0.094
Si -8.777 0.446 24.716 0.114 0.076 -0.096
Si -6.547 -6.786 23.664 0.12 -0.011 -0.131
Si -0.818 -6.747 24.962 0.284 0.456 -0.216
Si -4.169 -4.629 23.474 0.524 -0.272 -0.501
Si 3.649 5.292 -0.07 0.348 -0.623 0.35
Si 1.854 1.021 -1.931 0.072 -0.036 0.216
Si 1.865 5.721 -2.321 0.072 0.073 0.195
Si 4.795 4.08 -5.653 0.074 0.093 0.025
Si 0.298 -4.884 25.622 -0.184 -0.481 -0.068
Si -8.475 -6.685 28.058 -0.119 0.144 -0.018
Si -0.845 0.632 -3.351 0.053 0.085 0.07
Si -3.855 0.869 26.045 0.052 0.098 0.032
Si 5.815 7.569 0.305 0.204 0.164 0.654
Si 3.214 -6.046 24.947 -0.083 -0.005 -0.069
Si -5.717 5.368 25.48 0.048 -0.066 -0.04
Si -7.589 7.767 25.95 -0.088 -0.066 -0.112
Si -1.24 -6.004 -0.79 -0.056 -0.147 0.678
Si -5.397 -7.761 -6.017 -0.048 -0.032 0.057
Si 4.002 7.375 24.212 -0.402 -0.284 -0.344
Si 1.004 -7.917 -0.943 -0.018 -0.078 0.025
Si -9.991 0.62 -4.99 -0.068 -0.024 0.03
Si -8.095 -0.466 -1.298 0.011 -0.01 0.033
Si -8.303 7.194 -1.653 -0.031 -0.065 0.157
Si -7.262 -3.838 27.352 -0.049 0.094 0.005
Si -7.635 4.299 -0.672 -0.05 0.23 0.636
Si 1.221 4.576 24.825 0.358 0.258 -0.404
Si -4.505 -2.848 -1.07 -0.06 -0.031 0.1
Si -4.652 -0.364 -5.186 0.062 -0.121 0.134
Si -8.705 3.261 -5.922 -0.143 0.144 0.024
Si -3.068 6.502 -2.516 0.068 0.003 -0.069
Si -9.744 1.996 -0.912 -0.171 0.049 0.671
Si -7.451 -0.933 -4.112 -0.049 0.056 -0.03
Si -0.54 6.743 25.414 0.003 0.007 -0.187
Si 5.051 -1.524 24.497 -0.179 0.048 -0.069
Si -3.654 6.082 -5.575 -0.141 -0.02 0.079
Si -3.155 1.111 23.19 0.138 -0.357 -0.515
Si -6.384 4.961 -5.015 0.081 -0.001 -0.005
Si 3.119 -5.713 -0.044 0.042 0.188 0.663
Si -6.784 -3.785 -3.131 0.061 0.063 0.029
Si -0.936 4.87 -1.521 -0.076 0.13 0.082
Si -9.586 3.255 24.346 -0.135 0.059 -0.17
Si 1.194 1.891 26.018 -0.115 -0.061 0.023
Si 0.275 -3.324 -0.264 0.355 -0.27 0.631
Si -7.798 7.594 -4.716 0.098 0.072 0.02
Si 4.44 -4.106 -2.548 -0.068 -0.109 -0.005
Si -1.065 3.332 23.014 0.361 -0.184 -0.575
Si -4.875 -5.28 -4.782 -0.007 0.079 -0.003
Si -5.935 -7.587 -0.187 -0.277 0.437 0.505
Si 2.695 -1.894 -1.615 0.129 0.013 0.285
Si 4.479 2.132 -3.174 0.104 -0.124 0.003
Si -2.715 -1.53 -3.163 -0.195 0.045 -0.119
Si -3.131 -2.808 -5.73 -0.002 0.039 -0.068
Si -4.509 -4.511 26.354 -0.063 0.107 0.012
Si -7.049 4.35 22.872 0.006 0.099 -0.698
Si -3.259 6.246 26.841 0.023 -0.002 -0.048
Si -1.454 1.841 27.693 -0.039 0.092 -0.081
Si -5.107 4.372 -2.269 0.049 -0.03 -0.097
Si -9.062 -3.518 -1.353 0.04 0.044 -0.021
Si -1.384 1.377 9.494 0.002 0.011 -0.003
Si 1.323 4.076 9.509 -0.017 -0.002 0.003
Si -1.344 6.788 9.52 0.015 -0.007 0.008
Si 1.368 9.518 9.527 -0.005 -0.01 0.004
Si -1.328 -4.054 9.531 0.021 0.009 0
Si 1.347 -1.348 9.497 -0.008 -0.01 -0.003
Si 4.05 1.35 9.514 0.01 0.001 -0.005
Si 6.798 4.063 9.52 -0.008 -0.002 0.005
Si 4.077 6.806 9.532 -0.009 0.001 0.007
Si -9.531 9.543 9.545 0.019 -0.011 -0.002
Si 4.083 -4.079 9.531 0 0.006 0.004
Si -9.532 -1.373 9.542 -0.01 -0.001 0.008
Si -6.787 1.361 9.507 0.011 -0.001 0.003
Si -4.061 4.051 9.508 0.015 0.007 0.013
Si -6.786 6.771 9.533 -0.021 -0.008 0
Si -4.054 -6.83 9.542 -0.018 0.014 -0.01
Si -6.8 -4.063 9.539 0.003 0.008 -0.002
Si -4.095 -1.337 9.515 -0.017 -0.013 0.004
Si -2.727 0.012 10.876 -0.009 0.01 0.002
Si -0.023 2.723 10.879 -0.004 0.015 0.012
Si -2.713 5.43 10.866 -0.004 0.004 -0.001
Si 0.009 8.156 10.876 -0.007 -0.002 -0.004
Si -2.699 -5.439 10.874 0.012 -0.018 -0.007
Si 0.021 -2.709 10.893 -0.001 -0.012 0.005
Si 2.703 -0.004 10.883 -0.002 0.015 -0.002
Si 5.426 2.706 10.869 -0.002 -0.008 0.004
Si 2.697 5.442 10.868 -0.013 -0.002 0
Si -10.886 8.17 10.9 -0.004 0.009 0.007
Si 2.728 -5.446 10.886 0.004 -0.005 -0.003
Si -10.884 -2.732 10.896 0.014 -0.013 0.005
Si -8.155 0 10.861 0.005 -0.004 -0.006
Si -5.43 2.711 10.873 -0.01 0.006 -0.003
Si -8.168 5.432 10.887 0.005 0.002 0.002
Si -5.433 8.144 10.896 0.021 -0.025 0.006
Si -8.162 -5.426 10.903 -0.015 0.013 0.004
Si -5.44 -2.708 10.888 -0.01 0.004 0.003
Si -1.359 -1.357 12.237 0.012 -0.005 -0.007
Si 1.35 1.367 12.24 -0.009 -0.01 0.005
Si -1.364 4.091 12.247 -0.012 0.016 0.002
Si 1.365 6.814 12.246 -0.006 0.013 0.002
Si -1.347 9.514 12.235 0.011 0 -0.002
Si 1.369 -4.091 12.245 0.004 0.002 -0.001
Si 4.069 -1.376 12.239 0.003 -0.012 -0.011
Si 6.798 1.346 12.217 0.016 0 -0.001
Si 4.065 4.08 12.221 0.001 0.012 -0.007
Si -9.521 6.805 12.252 0.012 -0.008 0.002
Si -12.239 9.532 12.267 -0.011 -0.01 0.005
Si -9.534 -4.079 12.267 -0.013 0.017 0.002
Si -6.821 -1.362 12.236 -0.003 0.013 -0.007
Si -4.09 1.356 12.247 0 0.006 0.012
Si -6.789 4.075 12.227 0.008 -0.003 0.006
Si -4.057 6.792 12.239 0.001 -0.025 0.006
Si -6.801 9.516 12.251 -0.005 0.004 0.001
Si -4.076 -4.088 12.23 -0.003 -0.002 -0.009
Si 0.011 -0.01 13.6 -0.013 0.012 -0.003
Si 2.717 2.732 13.603 0.003 0.009 0.008
Si -0.005 5.47 13.6 0.004 -0.004 -0.008
Si 2.714 8.178 13.62 0.012 0.01 0.003
Si 0.01 10.862 13.6 -0.014 -0.021 -0.008
Si 2.73 -2.749 13.61 -0.014 -0.014 -0.001
Si 5.453 -0.026 13.578 -0.005 0.002 -0.005
Si 8.161 2.71 13.564 0.008 0.009 -0.001
Si 5.415 5.444 13.589 -0.009 -0.012 0.002
Si -8.172 8.172 13.627 -0.021 -0.025 0.021
Si -10.891 10.896 13.641 0.019 -0.002 -0.003
Si -8.184 -2.707 13.612 0.015 -0.001 -0.007
Si -5.463 -0.015 13.59 -0.02 -0.023 -0.006
Si -2.728 2.725 13.594 -0.004 0.006 -0.004
Si -5.427 5.441 13.582 0.012 0.015 -0.011
Si -2.697 8.156 13.603 -0.006 0.003 -0.008
Si -5.432 -5.442 13.607 0.009 0.01 0.009
Si -2.713 -2.739 13.591 0.008 0.013 0.006
O -4.782 0.979 0.346 -0.408 0.522 -0.003
O 1.438 -1.61 24.077 0.116 -0.205 0.27
O -4.833 -3.295 22.823 -0.004 0.301 0.182
O -2.139 4.46 22.526 -0.17 0.118 0.251
O 4.42 -5.651 25.947 0.168 0.338 -0.092
O -7.701 -5.348 27.635 0.008 -0.15 0.262
O 1.198 6.891 22.6 0.144 0.241 -0.141
O -5.548 -3.386 -2.174 -0.05 0.143 0.096
O -9.487 -4.128 22.25 0.122 -0.181 0.498
O -7.797 -8.002 27.443 0.217 -0.325 0.44
O -6.649 -1.411 22.227 0.17 -0.14 0.499
O -6.973 7.79 -0.981 0.183 -0.044 -0.086
O -4.791 7.722 0.415 0.006 -0.08 -0.178
O -3.2 -2.392 -1.897 0.552 -0.404 0.264
O -6.265 -0.396 -5.063 -0.106 0.131 -0.202
O -9.294 -4.209 0.077 -0.145 0.063 -0.003
O -3.596 -3.968 27.56 -0.043 -0.292 0.014
O 0.364 1.281 -2.505 -0.145 0.258 0.065
O -6.035 4.946 -3.447 -0.141 0.339 0.255
O -4.106 -3.972 -5.243 -0.219 -0.016 0.031
O -0.307 -7.148 -1.483 -0.153 -0.046 -0.349
O -10.759 3.09 23.225 -0.224 -0.168 0.526
O -1.05 6.643 23.864 -0.323 -0.065 0.036
O -4.085 -1.556 -6.137 -0.321 0.029 -0.361
O -2.131 1.612 -3.455 -0.195 0.017 -0.399
O 0.589 7.736 0.48 -0.428 -0.046 0.072
O -8.133 3.45 23.675 -0.049 -0.406 0.33
O -10.754 -4.137 27.763 0.077 0.137 0.396
O 2.156 -6.816 -0.743 0.112 -0.273 0.003
O -2.921 5.745 1.034 -0.024 -0.025 -0.286
O -0.132 3.957 24.164 -0.096 0.171 0.136
O -1 4.373 0.005 0.395 -0.701 -0.109
O -1.727 6.322 26.393 0.413 -0.038 0.333
O -2.577 0.864 27.04 0.083 -0.642 -0.056
O 3.43 -5.518 23.421 0.379 0.037 0.022
O -4.115 7.592 -5.926 0.247 0.129 -0.111
O -4.962 5.121 -5.782 0.017 -0.35 -0.419
O 5.341 2.49 -1.844 -0.234 0.229 -0.081
O 2.949 1.943 -2.681 -0.122 0.203 -0.23
O -7.204 0.016 -0.041 -0.333 0.291 0.172
O 1.751 -3.733 22.525 -0.232 -0.075 -0.054
O -5.144 -1.594 -0.278 0.094 0.004 0.028
O -1.771 3.863 -2.434 -0.173 0.007 -0.351
O -4.948 -6.222 -6.082 0.257 0.212 -0.581
O -6.399 -7.896 -4.739 -0.021 0.189 0.241
O -10.225 5.931 27.526 0.403 -0.324 0.26
O -9.431 1.863 25.15 -0.111 0.068 0.498
O -10.416 -3.555 -2.188 0.096 0.285 -0.131
O -8.567 -3.012 26.81 0.072 0.317 -0.251
O 3.728 -0.566 24.581 0.068 0.303 0.44
O -6.332 -4.892 -4.203 -0.539 -0.382 -0.251
O -9.141 1.989 -5.037 0.072 0.021 0.422
O -3.953 -0.595 -3.721 -0.153 0.295 0.545
O 4.786 6.562 25.373 -0.222 -0.312 0.351
O -7.732 -6.039 22.877 -0.171 -0.019 0.314
O -9.994 -6.628 27.502 -0.129 -0.427 -0.27
O -4.01 6.566 22.137 0.118 0.01 0.506
O -9.607 7.926 -1.014 -0.144 0.413 -0.327
O -8.297 5.589 -1.425 -0.15 -0.2 -0.381
O -4.249 3.077 -2.731 -0.299 -0.277 -0.22
O -8.942 -0.563 -4.631 -0.235 -0.405 -0.187
O 1.31 -2.663 -1.313 -0.163 0.052 -0.506
O -4.119 5.444 25.729 0.291 -0.191 -0.25
O 1.411 3.92 -5.772 0.102 -0.437 0.659
O -5.958 -8.116 22.956 -0.323 -0.242 0.433
O 3.159 5.052 -1.602 0.408 -0.373 -0.596
O 3.749 5.32 -5.757 0.26 0.547 -0.083
O -7.218 -0.3 -2.64 0.577 0.421 0.143
O 3.589 -1.594 -0.266 0.468 0.162 -0.226
O -1.978 2.144 23.626 0.303 -0.095 0.358
O -10.472 -6.05 -6.124 0.35 0.005 0.157
O 3.51 -2.787 -2.686 0.199 0.086 -0.631
O 5.013 -2.313 23.085 -0.211 -0.069 -0.058
O -2.427 -0.12 0.7 -0.132 -0.299 0.003
O 1.26 6.418 -6.244 -0.466 0.097 0.275
O -7.406 6.16 -5.335 -0.224 -0.102 -0.318
O 5.163 7.871 23.152 0.08 0.452 0.152
O 1.587 7.264 -1.915 0.267 0.263 -0.171
O -8.139 0.504 23.222 0.109 0.449 0.128
O -2.397 -6.927 25.399 -0.078 0.066 -0.377
O -6.101 3.979 -1.077 0.387 -0.477 0.3
O 1.783 1.283 -0.325 -0.04 0.191 -0.219
O -5.07 -0.097 26.482 -0.023 -0.821 0.054
O 0.697 5.775 25.795 0.309 0.066 0.485
O -6.013 -3.885 26.298 -0.332 0.035 -0.334
O -4.094 -6.085 -3.643 0.275 -0.067 -0.088
O -6.318 4.201 26.429 -0.634 0.016 0.039
O -5.177 -6.621 -1.259 0.064 0.314 -0.06
O 2.295 5.708 0.738 -0.324 -0.213 -0.076
O -8.912 6.959 25.455 -0.069 0.189 -0.398
O -3.478 0.349 24.574 0.189 -0.533 0.262
O -2.327 -6.769 28.031 -0.052 -0.146 -0.149
O -8.567 -1.996 -1.122 0.005 0.029 0.259
O -0.327 2.148 26.548 -0.085 0.148 -0.177
O -9.914 4.364 -5.764 0.218 0.436 0.29
O -1.431 -0.699 -2.644 0.256 -0.275 0.436
O 4.508 3.34 -4.242 0.017 0.025 0.399
O 1.858 -5.389 25.557 0.017 0.161 0.394
O 1.366 0.906 24.74 -0.282 0.122 -0.141
O -7.951 -4.355 -2.176 0.197 -0.659 0.282
O -7.231 3.66 -5.401 0.146 -0.48 0.184
O -3.51 8.025 -2.398 -0.127 -0.028 -0.357
O -0.759 -2.164 0.217 -0.197 0.103 -0.388
O -7.231 -7.271 25.035 -0.008 0.394 0.324
O -0.359 0.285 -4.831 0.413 -0.308 -0.067
O -1.61 6.322 -1.82 0.33 0.58 0.176
O 3.214 -5.846 -5.989 -0.31 0.049 0.183
O 3.863 -4.965 -1.295 0.018 -0.129 -0.097
O -10.483 -1.531 27.948 0.281 0.486 -0.207
O -2.708 1.975 -0.861 0.335 0.253 -0.011
O -8.503 3.012 -1.143 0.069 -0.072 -0.375
O 4.558 -4.961 -3.926 -0.073 -0.481 -0.064
O 3.212 -7.668 24.843 -0.512 -0.167 0.309
O -7.676 -0.017 25.804 -0.007 -0.27 0.072
O 1.86 3.335 25.655 0.541 0.098 0.288
O -4.556 -6.114 26.627 -0.559 -0.348 -0.01
O 4.701 -3.683 -6.205 0.081 0.087 0.435
O -3.085 6.053 -4.068 0.309 -0.167 -0.096
O 0.597 4.824 -1.935 0.103 -0.451 0.059
O -9.383 0.492 -1.398 -0.295 -0.391 -0.383
O 5.253 -2.627 25.668 -0.199 -0.311 0.051
O -4.463 2.382 26.057 0.298 0.451 -0.469
O -7.351 -2.535 -3.98 -0.044 -0.195 -0.116
O -5.32 -5.747 23.755 -0.047 -0.087 0.219
O -4.488 1.916 22.694 -0.063 0.185 0.422
O -9.915 4.493 25.325 0.162 -0.218 0.203
O -0.184 -4.252 27.018 -0.269 0.248 -0.105
O 4.617 6.587 -0.183 -0.207 -0.042 -0.226
O -8.981 -8.099 -5.587 -0.04 -0.058 0.351
O -8.332 7.498 -3.217 -0.151 -0.058 -0.164
O -4.12 -3.989 0.006 0.024 -0.155 -0.283
O -2.631 -5.953 -1.587 -0.044 0.525 -0.225
O -3.711 -4.191 24.975 0.33 0.55 0.056
O -6.048 5.078 23.935 0.397 0.261 -0.003
O -3.842 7.74 26.958 -0.372 0.2 -0.025
O -4.288 1.038 -5.904 -0.304 0.438 0.045
O 2.044 1.114 27.141 -0.118 -0.588 -0.336
O 2.048 5.685 -3.892 0.194 0.211 0.084
O 5.137 0.817 -3.897 -0.072 -0.521 0.242
O -0.551 -4.536 -0.972 -0.192 0.247 -0.457
O -9.963 -0.615 24.618 -0.046 -0.202 -0.047
O -6.656 1.798 27.409 -0.446 0.031 0.107
O -4.126 5.543 -1.744 -0.054 -0.015 0.568
O -6.355 6.756 25.939 0.318 0.322 0.267
O -0.044 -8.047 25.613 0.348 0.194 0.243
O 2.302 -0.487 -2.272 0.089 -0.072 -0.496
O -2.233 -2.41 -4.439 0.629 -0.315 -0.021
O 0.016 -3.736 24.508 -0.62 0.252 0.159

Results
total energy: -103405.842 eV
total energy less fixed offsets of O -438.25, Si -107.07 eV per atom: 0.358 eV
